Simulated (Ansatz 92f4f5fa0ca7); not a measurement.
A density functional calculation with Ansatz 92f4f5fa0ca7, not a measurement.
Periodic cell of 226 atoms, Si133O92P1, from a study of silicon, its oxide and their interface. The atomic structure is a simulated model.
Doubt: the cutoff is far below the 930 eV that the study's wrapper takes by default for these files, so forces and energies are approximate.
This geometry differs little from another in the collection (a relaxation step or a small displacement).

Settings: functional PBE; potential files Ansatz PAW; basis plane waves; wave-function cutoff 580 eV; density cutoff ratio 5; exchange-correlation grid ratio 1; k mesh 1 x 1 x 1, Gamma-centred; self-consistency stop 5e-08 eV per atom in the density residual; occupations fixed; spin none; net charge +1 e, with a uniform compensating background and no finite-size correction.

Cell vectors (angstrom)
a, 10.938, 0, 0
b, 0, 10.938, 0
c, 0, 0, 31.9494

Atoms: element, x, y, z (angstrom)
Si, 10.6122, -0.0079, 24.3983
Si, 5.0664, 0.1178, 24.6386
Si, 2.8166, 2.2747, 24.5409
Si, 8.5581, 2.4241, 24.5473
Si, 10.6943, 5.5749, 24.3861
Si, 5.1612, 5.6176, 24.4276
Si, 2.9969, 7.9527, 24.3929
Si, 8.4228, 7.8047, 24.3811
Si, 1.2684, 1.1184, 25.8325
Si, 6.804, 1.3209, 25.716
Si, 3.9807, 4.0177, 25.7084
Si, 9.6729, 3.9917, 25.8599
Si, 1.3513, 6.7971, 25.6641
Si, 6.8088, 6.715, 25.7362
Si, 4.0029, 9.4632, 25.9445
Si, 9.4746, 9.4237, 25.7745
Si, 2.6374, -0.1373, 27.2776
Si, 8.1301, -0.0789, 27.1214
Si, 0.0794, 2.6456, 27.2204
Si, 5.4424, 2.7103, 27.0924
Si, 2.662, 5.4071, 27.104
Si, 8.1891, 5.366, 27.1281
Si, 0.0031, 8.1461, 27.1161
Si, 5.516, 8.1384, 27.1679
Si, 4.0831, 1.322, 28.4895
Si, 9.5347, 1.302, 28.4966
Si, 1.3876, 4.0629, 28.5676
Si, 6.799, 4.0533, 28.5089
Si, 4.0846, 6.7745, 28.4787
Si, 9.5569, 6.7758, 28.4788
Si, 1.2885, 9.4762, 28.612
Si, 6.8225, 9.5321, 28.5526
Si, -0.0477, -0.0282, 29.9249
Si, 5.4498, -0.0184, 29.8896
Si, 2.7725, 2.7078, 29.8984
Si, 8.1798, 2.6952, 29.8635
Si, -0.0187, 5.4376, 29.8898
Si, 5.4558, 5.4438, 29.88
Si, 2.7351, 8.1389, 29.8987
Si, 8.222, 8.1709, 29.8747
Si, 1.3647, 1.368, 31.2467
Si, 6.8198, 1.362, 31.2554
Si, 4.1157, 4.0824, 31.2736
Si, 9.5406, 4.0777, 31.2451
Si, 1.3547, 6.8082, 31.2696
Si, 6.8272, 6.839, 31.2385
Si, 4.0834, 9.5563, 31.2548
Si, 9.5485, 9.5394, 31.2872
Si, 2.7373, 0.0149, 0.6738
Si, 8.1974, 0.0125, 0.6697
Si, 0.006, 2.7497, 0.6717
Si, 5.4858, 2.7449, 0.7045
Si, 2.7389, 5.4602, 0.6754
Si, 8.2044, 5.4902, 0.6617
Si, 0.0162, 8.2099, 0.7047
Si, 5.4789, 8.2235, 0.6792
Si, 4.1008, 1.385, 2.0627
Si, 9.5988, 1.3612, 2.03
Si, 1.3526, 4.1432, 2.0544
Si, 6.8417, 4.157, 2.045
Si, 4.0942, 6.8559, 2.0298
Si, 9.5767, 6.8448, 2.062
Si, 1.3716, 9.6197, 2.0598
Si, 6.8312, 9.6276, 2.0473
Si, 0.0256, 0.0444, 3.4682
Si, 5.4817, 0.0453, 3.4523
Si, 2.7151, 2.7737, 3.3999
Si, 8.2579, 2.7878, 3.3384
Si, 0.025, 5.5211, 3.4717
Si, 5.472, 5.5345, 3.4216
Si, 2.7424, 8.2457, 3.393
Si, 8.24, 8.29, 3.382
Si, 1.3748, 1.4624, 4.8433
Si, 6.9102, 1.485, 4.7215
Si, 4.0591, 4.1609, 4.7497
Si, 9.6001, 4.0862, 4.7804
Si, 1.3666, 6.9826, 4.835
Si, 6.8374, 6.997, 4.7263
Si, 4.095, 9.5788, 4.7895
Si, 9.619, 9.5859, 4.8362
Si, 2.7568, 0.0425, 6.1341
Si, 8.2947, 0.1317, 6.0867
Si, 0.0182, 2.8077, 6.3045
Si, 5.5134, 2.8468, 6.0614
Si, 2.7538, 5.6014, 6.1291
Si, 8.2541, 5.6074, 5.9529
Si, 0.0485, 8.3156, 6.3644
Si, 5.502, 8.3106, 6.2206
Si, 4.4234, 1.1921, 7.3218
Si, 9.8112, 1.161, 7.6208
Si, 1.1791, 4.5158, 7.4995
Si, 6.6406, 4.5507, 7.2412
Si, 4.3238, 6.7134, 7.5348
Si, 9.7297, 6.6253, 7.4981
Si, 1.2789, 9.9507, 7.6985
Si, 6.7218, 9.9773, 7.4088
O, 9.5871, 1.2427, 23.9486
O, 4.1007, 6.796, 23.9189
O, 3.9787, 1.2255, 23.9963
O, 9.5506, 6.6616, 23.8478
O, -0.025, 5.5577, 8.0092
O, 5.5706, 0.1371, 7.9046
O, 0.0707, 0.0987, 8.1417
O, 5.5315, 5.6185, 7.8731
O, 7.5982, 3.9669, 8.4293
O, 8.7334, 7.0649, 8.7604
O, 2.177, 9.4646, 9.035
O, 8.8972, 1.6903, 8.9227
O, 7.6207, 9.4883, 8.7067
O, 3.6082, 1.8358, 8.5903
O, 3.5843, 7.2317, 8.9391
O, 2.0695, 4.0272, 8.8093
O, 8.1604, 3.5045, 23.351
O, 0.5274, 4.8381, 22.8881
O, 1.8403, 2.6833, 23.1692
O, 5.8336, 4.9136, 23.0943
O, 5.5243, 9.9836, 23.4822
O, 2.4449, 8.6813, 23.0098
O, 0.1923, 10.0727, 23.0627
O, 7.783, 8.5432, 23.0411
Si, 8.6546, 7.6996, 18.4266
Si, 8.7847, 6.3624, 13.6429
Si, 3.7941, 1.5509, 14.7288
Si, 2.1474, 5.7603, 17.638
Si, 2.435, 3.1319, 19.4988
Si, 9.8159, 9.0364, 12.0938
Si, 1.3365, 9.4144, 22.0697
Si, 9.1736, 0.9815, 13.2084
Si, 1.4254, 5.0637, 13.0358
Si, 1.7985, 8.2597, 12.8159
Si, 6.652, 9.5402, 22.4102
Si, 4.531, 4.608, 15.7025
Si, 8.2115, 3.0312, 9.5843
Si, 0.8356, 8.2496, 19.25
Si, 6.9772, 1.3523, 21.1187
Si, 8.2284, 8.3283, 9.6762
Si, 10.8832, 5.1969, 15.6142
Si, 7.5632, 9.5106, 16.3136
Si, 9.9485, 2.0488, 20.2925
Si, 3.2152, 8.5181, 9.912
Si, 6.6828, 3.3592, 17.4152
Si, 1.1827, 0.1974, 19.8104
Si, 3.2354, 2.8261, 12.2952
Si, 7.2208, 5.3991, 19.6814
Si, 5.7481, 8.6809, 11.5438
Si, 5.7872, 6.0877, 13.2037
Si, 4.636, 9.7134, 17.6249
P, 1.0405, 3.5584, 22.178
Si, 4.9176, 1.4818, 18.8244
Si, 3.1978, 3.096, 9.5154
Si, 6.4499, 10.8337, 13.7866
Si, 10.3475, 0.123, 15.9794
Si, 5.664, 3.6662, 11.1592
Si, 9.8415, 3.9089, 11.9078
Si, 2.3443, 9.9404, 15.5381
Si, 6.0761, 8.1208, 19.7871
Si, 6.9483, 3.979, 22.3685
Si, 9.7495, 2.7708, 17.3769
O, 7.1948, 6.3848, 13.9871
O, 1.892, 7.072, 18.6823
O, 10.2856, 4.0207, 16.5349
O, 6.1679, 9.9837, 17.0649
O, 10.1412, 0.7479, 14.4966
O, 8.4451, 6.1152, 18.8456
O, 5.1696, 0.6956, 14.4368
O, 5.6725, 2.0886, 17.5277
O, 8.3989, 1.9771, 20.6605
O, 2.0188, 4.3305, 18.4879
O, 6.9694, 2.8159, 10.6466
O, 4.8714, 2.7159, 12.2243
O, 6.0355, 4.4062, 16.3491
O, 4.5648, 3.9299, 9.9449
O, 10.7659, 2.7859, 21.5867
O, 9.7168, 6.1551, 14.9883
O, 6.0086, 6.4851, 19.8465
O, 4.0908, 0.1685, 18.3308
O, 9.2641, 10.5575, 12.3089
O, 2.8563, 4.3669, 12.7177
O, 1.9366, 10.6986, 21.2087
O, 4.0004, 2.6986, 19.4746
O, 0.7309, 10.0551, 15.9652
O, 1.268, 9.814, 18.8286
O, 1.6923, 1.6857, 19.31
O, 8.9403, 10.39, 16.5053
O, 4.8762, 8.5694, 18.7737
O, 9.5686, 8.7671, 10.5025
O, 6.7355, 4.086, 18.8705
O, 2.8385, 1.7307, 13.4076
O, 5.8167, 8.7843, 21.2437
O, 2.5413, 2.4622, 10.8739
O, 7.6361, 4.8495, 21.1658
O, 5.2136, 7.4946, 12.5634
O, 0.4348, 9.0726, 12.5105
O, 7.581, 1.0727, 13.5884
O, 7.1002, 9.6459, 14.7485
O, 8.978, 5.0345, 12.7114
O, 8.0794, 8.0424, 16.9077
O, 6.2221, 2.5716, 21.9152
O, 2.4634, 9.0805, 14.1119
O, 0.4242, 4.502, 11.8773
O, 0.811, 8.3231, 20.9226
O, 9.3883, 3.8447, 10.3528
O, 9.6588, 2.3951, 12.5359
O, 7.6246, 8.5585, 19.3933
O, 2.5514, 8.1696, 11.3673
O, 3.9809, 3.0693, 15.3792
O, 0.8423, 4.495, 14.4536
O, 10.0668, 3.0061, 18.983
O, 9.1511, 7.8084, 12.9652
O, 10.534, 0.5396, 20.1234
O, 6.0293, 5.0509, 11.9463
O, 8.1441, 2.7313, 17.0619
O, 3.5328, 5.4671, 16.7475
O, 4.6631, 9.1413, 10.3906
O, 1.5379, 6.684, 13.2011
O, 4.7572, 5.5127, 14.3546
O, 2.0139, 3.8538, 20.9919
O, 10.5426, 1.396, 16.9984
O, 0.9335, 6.0453, 16.5921
O, 7.3527, 10.9394, 21.9379
O, 6.0087, 0.938, 19.897
O, 6.0705, 10.0424, 12.4041
O, 2.8481, 0.5634, 15.6111
O, 7.0526, 8.0232, 10.7802
O, 10.2435, 8.0174, 18.6771
O, 3.4424, 9.2204, 16.5856

Results
free energy: -137630.504 eV
free energy less fixed offsets of O -568.88, P -755.39, Si -635.61 eV per atom: -2.024 eV

Forces (eV/angstrom), in the order of the atoms: element, x, y, z
Si, -0.0052, -0.0104, 0.0632
Si, -0.0148, 0.0068, 0.033
Si, 0.0369, -0.0142, 0.1772
Si, 0.0261, 0.0212, 0.0062
Si, 0.1174, -0.0917, -0.2401
Si, -0.0014, -0.0058, 0.0691
Si, -0.0086, -0.0216, 0.0137
Si, -0.0206, 0.017, 0.0619
Si, 0.0405, 0.0146, -0.0218
Si, -0.0278, -0.0029, 0.0055
Si, -0.0039, -0.01, -0.0235
Si, -0.0007, -0.0568, 0.0066
Si, 0.0262, -0.0315, -0.0391
Si, -0.0043, -0.0139, -0.0317
Si, -0.0056, 0.0121, -0.0104
Si, -0.0016, -0.0087, -0.0258
Si, -0.011, 0.0138, -0.0144
Si, 0.0215, 0.0051, 0.0111
Si, 0.0073, -0.0025, -0.0111
Si, -0.0105, 0.0017, -0.0042
Si, 0.0137, -0.0027, 0.0177
Si, -0.0122, 0.0466, 0.0133
Si, -0.0403, 0.0136, 0.0277
Si, -0.0002, -0.0115, 0.0082
Si, 0.0084, 0.0047, -0.0095
Si, -0.0128, -0.0039, -0.0123
Si, 0.0149, -0.0034, 0.0057
Si, 0.0054, -0.0174, 0.008
Si, -0.0113, -0.0137, -0.0197
Si, 0.0137, -0.0114, -0.0213
Si, -0.0037, -0.018, 0.0353
Si, 0.0018, 0.0023, 0.0186
Si, 0.0049, -0.0155, -0.0105
Si, -0.0008, -0.004, -0.0025
Si, -0.0035, 0.0161, -0.0039
Si, -0.009, 0.0056, 0.0067
Si, -0.0073, -0.0016, -0.0043
Si, -0.0021, -0.0045, 0.0019
Si, -0.0164, 0.0146, -0.0036
Si, -0.0063, 0.0139, 0.002
Si, 0.0032, 0.0035, 0.001
Si, 0.0059, 0.0009, 0.0012
Si, -0.0017, -0.0073, -0.0002
Si, 0.0039, 0.0018, -0.0042
Si, 0.0047, -0.003, -0.0041
Si, 0.0015, 0.0019, -0.0014
Si, 0.0029, -0.0006, -0.0025
Si, -0.0031, 0.0019, -0.002
Si, -0.0072, -0.0058, 0.0007
Si, -0.0021, 0.0003, 0.0021
Si, -0.0027, 0.0002, 0.0034
Si, -0.0028, 0.0034, -0.0043
Si, -0.0003, 0.0021, 0.0026
Si, -0.0001, -0.0018, 0.0024
Si, -0.0018, 0.0002, -0.0017
Si, -0.0054, 0.0003, 0.0001
Si, 0.0003, 0.002, -0.0016
Si, -0.0167, 0.007, 0.006
Si, 0.0136, -0.0067, -0.002
Si, 0.0134, -0.0077, 0.0064
Si, -0.0023, -0.0075, 0.0054
Si, -0.0074, -0.0006, -0.0014
Si, 0.0131, -0.0002, 0.0033
Si, 0.0191, -0.0025, -0.0007
Si, 0.0043, 0.0023, 0.0151
Si, -0.0026, -0.0035, 0.0101
Si, -0.0162, 0.0048, -0.0043
Si, 0.0155, 0.0051, -0.0335
Si, 0.0074, 0.0054, 0.0186
Si, -0.009, 0.0097, 0.0005
Si, -0.0081, 0.0033, -0.0095
Si, 0.004, 0.0238, -0.0115
Si, -0.0088, -0.0056, -0.0052
Si, -0.0072, -0.0102, 0.0069
Si, 0.0022, 0.0067, 0.0022
Si, 0.0026, 0.0022, 0.0022
Si, -0.006, -0.0074, -0.0039
Si, -0.0062, -0.0098, 0.0063
Si, 0.0053, 0.0045, 0.0015
Si, -0.0009, 0.001, -0.0067
Si, 0.0062, 0.0057, 0.005
Si, 0.0011, -0.0042, 0.0083
Si, 0.0018, 0.0011, 0.0049
Si, -0.0036, -0.004, 0.0079
Si, 0.0005, 0.0019, 0.005
Si, -0.0005, -0.0022, 0.0084
Si, -0.0008, -0.0001, 0.0035
Si, -0.001, 0.001, 0.0076
Si, -0.0006, -0.001, -0.0144
Si, 0.0038, -0.0011, -0.0159
Si, -0.004, -0.0013, -0.0173
Si, -0.0009, 0.006, -0.0069
Si, 0.0015, 0.0003, -0.0185
Si, 0.0025, 0.0001, -0.0113
Si, -0.0065, 0.0011, -0.0124
Si, -0.003, 0.0045, -0.0176
O, -0.0037, 0.0133, -0.0233
O, 0.0033, 0.0236, -0.0142
O, 0.0287, -0.0113, -0.0508
O, 0.0367, -0.0322, 0.0107
O, -0.0019, -0.001, 0.0009
O, 0.002, -0.0028, 0.0008
O, -0.0015, -0.0008, 0.0009
O, 0.0017, -0.002, -0.0006
O, 0.007, -0.0092, 0.0113
O, -0.0084, 0.0085, 0.009
O, 0.0096, -0.0077, 0.0084
O, -0.0091, 0.0082, 0.0075
O, 0.0059, -0.009, 0.0093
O, -0.006, 0.0081, 0.0091
O, -0.0056, 0.0065, 0.009
O, 0.0111, -0.0074, 0.0103
O, -0.0082, -0.0011, -0.0109
O, -0.0805, 0.0804, 0.1792
O, -0.1104, 0.0612, -0.144
O, 0.0077, -0.0075, -0.0189
O, 0.0109, -0.0064, -0.0159
O, -0.0056, 0.0117, -0.0193
O, 0.0108, -0.0052, -0.0223
O, -0.0102, 0.0093, -0.0191
Si, 0.0021, -0.0031, -0.0064
Si, -0.0007, 0.0012, -0.001
Si, -0.0004, -0.0002, -0.0025
Si, -0.0015, -0.0081, -0.0026
Si, -0.005, 0.0007, 0.0125
Si, -0.0004, -0.0001, 0.0032
Si, 0.0042, -0.0013, 0.0174
Si, 0.002, -0.0013, 0.0011
Si, 0.0003, 0.0006, 0.0028
Si, 0.0034, 0.0011, 0.0007
Si, -0.0023, 0.0046, 0.0189
Si, 0.0003, 0.0028, -0.0023
Si, 0.0016, -0.0047, -0.0004
Si, -0.0007, 0.0035, 0.0064
Si, 0.0113, 0.0071, -0.0003
Si, 0.0026, -0.0032, -0.0018
Si, 0.001, -0.0003, -0.0006
Si, -0.0016, -0.0058, -0.0062
Si, -0.0039, 0.0099, 0.0093
Si, -0.006, -0.0016, -0.002
Si, 0.0016, -0.0036, -0.0034
Si, 0.0035, 0.003, -0.008
Si, -0.0015, -0.0006, 0.0037
Si, 0.0011, -0.0028, -0.0002
Si, -0.001, 0.0006, 0.0061
Si, -0.001, 0.0001, 0.0012
Si, -0.0018, 0.0029, -0.0023
P, 0.0186, 0.0563, 0.0698
Si, 0.0019, 0.0042, -0.0052
Si, -0.0054, -0.0017, -0.0021
Si, 0.001, -0.0017, -0.0019
Si, 0.0022, 0.005, -0.0036
Si, 0.0014, -0.0002, 0.0057
Si, -0.003, 0.0005, 0.0046
Si, 0.0014, -0.0003, -0.0046
Si, 0.0003, 0.0018, -0.0005
Si, 0.0014, -0.0062, 0.0163
Si, 0, 0.0011, -0.0025
O, 0.001, 0.0002, 0.0016
O, 0.0026, -0.0038, 0.0031
O, 0.0038, 0.0072, 0.0013
O, 0.0056, -0.0006, 0.0041
O, -0.0014, 0.0019, -0.001
O, 0.0031, 0.0024, 0.0065
O, 0.0022, -0.0004, 0.0025
O, 0.0037, 0.0025, 0.003
O, -0.0077, -0.0043, -0.0009
O, -0.0003, 0.0153, -0.0053
O, -0.0041, 0.0007, -0.0019
O, -0.0007, 0.0002, -0.0009
O, -0.0036, 0.0018, 0.0012
O, 0.0036, 0.0015, -0.0025
O, -0.0164, -0.0312, -0.0282
O, -0.0002, -0.0001, 0.0005
O, 0.002, 0.0034, 0.0077
O, 0.0034, -0.008, 0.0049
O, 0.0003, 0.0002, -0.0023
O, -0.0004, 0, -0.0024
O, -0.0007, 0.008, -0.0071
O, 0.007, -0.0053, 0.0034
O, 0.0009, 0.0005, 0.0041
O, 0.0025, -0.0007, 0.004
O, -0.0051, -0.0076, 0.0055
O, 0.0011, 0.0002, 0.0059
O, -0.0034, 0.0058, 0.0007
O, 0.0034, 0.0017, -0.0008
O, -0.001, -0.0066, 0.0011
O, -0.0005, 0.0006, -0.0013
O, -0.0028, -0.0085, -0.0125
O, -0.0005, -0.001, 0.0026
O, 0.0019, 0.0093, -0.0124
O, 0.0007, 0, -0.0007
O, -0.0004, -0.0003, -0.0023
O, 0.0001, 0.0004, 0.0006
O, -0.0007, 0.0031, -0.0001
O, 0.0008, 0.0001, -0.0006
O, -0.002, 0.0063, -0.0016
O, 0.0004, -0.0072, -0.0007
O, -0.0004, -0.0017, -0.0008
O, 0.0009, 0.0005, -0.005
O, -0.0031, -0.0068, -0.0111
O, 0.0042, 0.003, -0.0015
O, 0.0009, -0.0007, -0.0008
O, 0.0033, -0.0012, 0.005
O, -0.0037, 0.0003, 0.0038
O, 0, -0.0032, 0.0027
O, 0.0022, -0.0009, -0.0008
O, -0.0038, 0.0049, -0.0118
O, 0.0011, 0.0003, -0.0002
O, 0.0056, -0.0064, 0.0033
O, -0.0002, 0.0012, -0.0029
O, -0.0015, -0.0008, 0.0056
O, 0.0071, -0.0022, 0.0002
O, 0.0044, 0.0008, -0.0028
O, -0.0007, -0.0002, -0.0016
O, 0.0026, 0.0017, -0.0006
O, -0.0002, -0.0248, -0.0233
O, 0.0005, -0.0082, -0.0015
O, -0.0047, 0.0001, 0.0013
O, 0.0008, 0.01, -0.005
O, -0.0052, -0.0025, -0.0024
O, 0.0013, 0.0016, -0.0015
O, 0.0008, 0.0011, 0.002
O, -0.0047, 0.0001, -0.0032
O, -0.0047, -0.0007, 0.0055
O, -0.0043, 0.0005, 0.0019

The program warned: the cutoff lies below the one the program advises for these potential files; the exchange-correlation potential is rough where the density is thin.
